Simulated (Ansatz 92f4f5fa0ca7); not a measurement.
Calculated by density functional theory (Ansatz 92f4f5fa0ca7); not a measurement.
Periodic cell of 268 atoms, Si148O120, from a study of silicon, its oxide and their interface. The atomic structure is a simulated model.
This geometry differs little from another in the collection (a relaxation step or a small displacement).

Settings: functional r2SCAN; potential files Ansatz PAW; basis plane waves; wave-function cutoff 800 eV; density cutoff ratio 5; exchange-correlation grid ratio 1; k mesh 1 x 1 x 1, shifted by 0.5 0.5 0 of a step; self-consistency stop 1e-10 eV per atom in the density residual; occupations fixed; spin none; net charge 0.

Cell vectors (angstrom)
a  10.88  0  0
b  0  10.88  0
c  0  0  37.5246

Atoms and the computed forces on them: element, x, y, z (angstrom), force x, y, z (eV/angstrom)
Si  -0.4425  0.2583  -0.1625  -0.0603  0.0347  0.1841
Si  2.9239  2.4319  0.0828  0.046  -0.0508  0.2356
Si  -0.4055  5.7793  0.1417  -0.0744  0.0338  0.2092
Si  2.7285  7.8599  -0.2076  0.0808  -0.0481  0.2426
Si  5.1466  0.2361  0.0612  -0.0435  0.0445  0.2265
Si  8.3022  2.5919  -0.2781  0.0347  -0.0723  0.179
Si  5.1068  5.7579  -0.2469  -0.0562  0.0523  0.2154
Si  8.1886  8.1197  0.0437  0.033  -0.0672  0.1686
Si  1.2161  1.3133  1.206  0.0144  0.0291  0.031
Si  4.0688  4.1427  1.19  -0.0339  -0.0168  0.0081
Si  1.301  6.8254  1.321  -0.0045  -0.0469  0.0209
Si  3.9059  9.4667  1.1633  0.0153  0.0062  0.0029
Si  6.7654  1.4705  1.1966  -0.012  -0.0242  0.0392
Si  9.3845  4.0554  1.2374  0.0506  0.0082  0.0258
Si  6.5921  6.8742  1.2148  0.015  0.0138  0.0426
Si  9.387  9.6585  1.3154  0.0042  -0.009  0.0465
Si  -0.0744  2.7297  2.5891  -0.0117  0.0418  0.0198
Si  2.5776  -0.0535  2.5713  0.0376  0.0345  0.0343
Si  -0.0589  8.2568  2.6068  -0.0148  -0.0164  0.0375
Si  2.6738  5.4268  2.6104  -0.0253  0.0194  0.0208
Si  5.4313  2.8153  2.5844  -0.039  -0.0331  0.0343
Si  8.0424  0.1095  2.649  -0.0339  -0.0463  0.0332
Si  5.2934  8.2097  2.6125  0.045  0.026  0.0006
Si  8.0007  5.4563  2.5519  0.0269  0.0376  0.041
Si  1.3074  4.0719  3.9528  0.018  -0.02  -0.0251
Si  4.0243  1.3655  3.8612  0.0083  0.0108  -0.012
Si  1.2985  9.5231  4.0257  -0.0061  -0.0136  -0.0228
Si  4.0107  6.8037  3.9821  -0.0031  -0.0236  -0.0291
Si  6.7511  4.1158  4.0081  -0.0123  0.0078  -0.0366
Si  9.4627  1.3987  3.9943  0.0191  -0.0139  -0.0525
Si  6.7053  9.5602  3.9549  0.0066  0.0186  -0.0182
Si  9.4457  6.8166  3.8849  0.0091  0.0093  -0.0189
Si  -0.0539  0.0194  5.3406  0.0041  0.0238  0.0037
Si  2.6941  2.7088  5.2814  -0.0189  0.0019  -0.004
Si  -0.0486  5.4639  5.2834  -0.0012  0.0138  -0.0061
Si  2.6767  8.1563  5.3571  -0.0048  0.0032  0.0087
Si  5.3721  0.0397  5.3089  -0.0026  -0.002  -0.0194
Si  8.1236  2.7549  5.3554  0.009  0.0116  0.0063
Si  5.3944  5.4639  5.3441  0.0094  0.0016  0.0005
Si  8.1186  8.1843  5.2736  -0.0004  0.0012  -0.0132
Si  1.355  1.3509  6.6606  -0.0167  -0.0292  0.0011
Si  4.0546  4.0617  6.6702  0.013  -0.0024  0.0163
Si  1.3325  6.7761  6.6953  -0.003  -0.0011  0.0183
Si  4.0662  9.5234  6.6845  -0.016  -0.0043  0.0157
Si  6.7676  1.3655  6.6907  0.0088  0.0133  0.0218
Si  9.5181  4.0972  6.6838  -0.0098  -0.0127  0.0069
Si  6.8004  6.8175  6.6556  0.0056  0.001  0.0012
Si  9.4902  9.509  6.6798  0.0151  -0.007  0.008
Si  0.0176  2.7104  8.0143  0.0147  0.0181  0
Si  2.7051  -0.0053  8.0344  0.0029  0.0122  0.0007
Si  0.0003  8.1605  8.0479  0.0019  -0.025  -0.005
Si  2.7323  5.4215  8.0532  -0.022  -0.0114  -0.0162
Si  5.4182  2.7237  8.0576  -0.003  0.005  -0.0133
Si  8.1493  -0.0069  8.0438  -0.0229  0.0113  -0.0075
Si  5.469  8.166  8.0228  0.0089  0.0126  -0.0037
Si  8.1638  5.4666  8.024  0.0218  0.0126  -0.0032
Si  1.4046  4.0111  9.3917  -0.0005  0.0109  -0.0004
Si  4.073  1.3243  9.4077  0.0003  -0.0108  0.0033
Si  1.4036  9.4911  9.4141  -0.0053  -0.0075  0
Si  4.1506  6.7869  9.387  -0.0112  -0.006  0.0037
Si  6.808  4.1091  9.3763  -0.0026  -0.0187  -0.0033
Si  9.5582  1.3408  9.3794  0.0079  -0.0045  -0.0017
Si  6.82  9.4968  9.4172  0.0119  -0.004  -0.0052
Si  9.5488  6.7814  9.4043  -0.0001  -0.0016  0.0087
Si  0.0512  -0.0227  10.7632  -0.0225  -0.0028  0.0126
Si  2.7498  2.6656  10.8106  -0.0049  -0.0035  0.0254
Si  0.0691  5.3897  10.7052  0.0302  -0.0043  0.0182
Si  2.8419  8.1567  10.757  -0.0226  -0.0289  0.0371
Si  5.4265  -0.0502  10.7589  0.0087  0.0358  0.0368
Si  8.1874  2.7366  10.6774  -0.0412  0.0116  0.0046
Si  5.5012  5.4547  10.8077  0.0081  0.0179  0.0205
Si  8.2087  8.1433  10.7767  0.0249  -0.0028  0.0173
Si  1.413  1.2683  12.1939  0.0105  0.0337  0.0045
Si  4.1519  4.038  12.1294  -0.0052  -0.0068  -0.0007
Si  1.5316  6.6919  12.007  -0.0142  0.0045  -0.0404
Si  4.1715  9.4702  12.2518  0.0011  0.0081  -0.0614
Si  6.8116  1.3693  11.984  0.0242  -0.0177  -0.0451
Si  9.5719  4.0501  12.0482  0.0119  -0.0089  -0.0564
Si  6.8942  6.8139  12.2011  -0.0086  -0.0431  0.0134
Si  9.604  9.4787  12.1201  -0.0001  -0.007  -0.0104
Si  -0.005  2.6623  13.4322  -0.0156  -0.0039  -0.0041
Si  2.773  -0.0529  13.6519  0.0175  -0.0161  0.0189
Si  0.2096  8.0579  13.3124  0.0058  0.0426  -0.049
Si  2.8429  5.3786  13.5137  -0.0087  0.0103  -0.0335
Si  5.5353  2.6956  13.4532  0.011  -0.0144  -0.0314
Si  8.164  0.0298  13.3166  -0.0017  -0.0153  -0.0447
Si  5.6178  8.1422  13.6857  -0.023  0.0081  -0.003
Si  8.3177  5.4405  13.4793  0.0031  -0.0025  0.0093
Si  1.18  4.2003  14.694  0.0225  0.0134  -0.2076
Si  4.398  1.1841  14.8571  -0.0283  -0.0467  -0.2167
Si  1.7543  9.0139  14.81  0.0893  0.037  -0.2145
Si  4.0681  6.8582  14.9283  0.0142  0.0392  -0.2259
Si  7.1602  3.8434  14.7133  0.0231  0.0095  -0.1994
Si  9.247  1.5376  14.7124  0.0215  0.041  -0.1807
Si  6.7152  9.9292  14.8669  -0.0518  -0.0343  -0.2093
Si  10.0191  6.5434  14.7081  -0.0191  -0.0491  -0.1955
Si  -1.7617  0.7244  19.6827  0.0315  0.005  -0.254
Si  7.8233  17.7653  18.8684  0.0113  -0.0698  -0.1848
Si  -4.5646  4.797  19.9561  -0.0024  0.0658  -0.2427
Si  1.7821  9.847  21.2211  -0.0453  0.0349  -0.2102
Si  8.7753  10.567  17.0424  0.0151  -0.0215  -0.271
Si  -0.1775  -2.5442  17.0085  -0.0106  -0.0139  -0.2088
Si  -0.9929  6.2796  29.2451  -0.0188  0.0448  0.1299
Si  0.5115  10.4885  23.9436  0.0317  -0.0656  -0.18
Si  -2.4448  7.575  26.8131  -0.0136  -0.0207  0.0032
Si  12.1076  1.3897  19.3355  0.033  0.115  -0.1846
Si  11.0644  7.4056  21.4996  -0.0337  -0.0423  -0.2343
Si  5.9339  16.4645  17.0838  -0.0182  -0.0347  -0.2043
Si  7.9019  13.6772  21.5441  0.0178  -0.0302  -0.2675
Si  -4.3722  14.3649  23.965  -0.0208  -0.0197  -0.1597
Si  2.6463  2.5752  17.0145  0.0193  0.038  -0.1469
Si  6.9663  8.8773  23.2872  -0.006  -0.0077  -0.1949
Si  1.499  7.6542  24.2458  -0.0341  0.0176  -0.2124
Si  10.7629  6.0492  18.9413  0.0255  -0.0046  -0.2276
Si  2.0815  15.0047  19.316  -0.0369  -0.0844  -0.225
Si  3.6742  15.065  24.4016  0.0308  0.0559  -0.1781
Si  3.8338  5.4206  21.4994  -0.0088  -0.0706  -0.2386
Si  3.9677  19.1789  22.5774  -0.0466  -0.0252  -0.1649
Si  12.0715  13.1875  25.1377  -0.006  -0.0315  -0.0832
Si  9.3011  3.5789  24.0636  -0.0241  -0.043  -0.2183
Si  7.8599  16.9356  24.3589  -0.0236  0.0109  -0.0939
Si  1.6372  11.4998  27.6993  -0.0096  0.0003  0.0602
Si  1.9644  13.1815  30.1084  0.0188  -0.034  0.2325
Si  8.7133  14.3306  28.8763  -0.0102  0.004  0.1114
Si  8.6207  -1.8985  20.8118  0.056  -0.0233  -0.2295
Si  5.9491  10.3939  32.5361  -0.021  -0.0733  0.2356
Si  13.6843  17.1673  26.3281  -0.0029  0.0019  -0.047
Si  9.9926  6.2017  34.9648  -0.038  0.0432  0.2227
Si  0.4959  8.9353  35.2636  0.0122  -0.0039  0.2461
Si  6.5099  9.4581  35.2957  0.0242  0.0076  0.2427
Si  3.2553  19.78  27.8573  -0.0042  -0.0259  0.061
Si  19.3776  10.6273  31.0072  -0.0767  0.0135  0.1857
Si  9.417  11.4699  28.0298  -0.0224  -0.0293  0.1232
Si  4.4313  19.1294  33.648  0.0438  0.007  0.1745
Si  -7.7946  15.8336  29.1068  0.0037  0.0189  0.1153
Si  -2.1369  10.0736  25.351  0.0036  -0.0033  -0.0756
Si  1.9429  9.3472  32.7196  -0.0044  0.0392  0.2365
Si  3.2133  11.9557  32.5198  0.0325  -0.0885  0.1955
Si  3.4444  5.3115  33.0684  0.0234  0.0678  0.1876
Si  1.8665  18.2966  30.1551  -0.0026  0.0463  0.2377
Si  7.2356  4.7155  35.1178  0.0046  -0.0102  0.3193
Si  -4.7672  18.8623  28.6371  0.0432  -0.0346  0.1111
Si  2.4298  3.0611  34.6643  0.0145  -0.0072  0.2342
Si  -4.7711  15.7339  29.2014  0.0377  0.0136  0.1685
Si  0.5346  15.3547  32.9988  0.0369  0.0294  0.1896
Si  6.3651  5.3242  32.1993  -0.0229  -0.028  0.2676
Si  7.8479  7.7172  31.1093  -0.0224  -0.0112  0.1853
Si  9.9612  13.165  31.2308  0.007  0.0042  0.177
O  0.9574  3.4604  -3.3565  -0.0433  0.0391  -0.0766
O  -1.4859  1.4244  -0.7014  0.0181  0.0029  -0.0798
O  2.2823  3.0029  -1.2781  -0.0362  0.0266  -0.185
O  -7.3903  4.2318  -3.2482  0.0282  0.0237  -0.099
O  -0.3311  5.7302  -3.9991  0.0134  -0.0094  -0.1081
O  -0.0296  5.4195  -1.4135  0.0292  -0.02  -0.1873
O  -4.1315  19.1786  -7.4447  -0.0598  0.025  -0.0922
O  1.8224  8.3575  -1.4839  -0.0663  0.0565  -0.1925
O  4.0367  1.3378  -0.4076  -0.0348  0.0334  -0.0897
O  5.8445  -0.3105  -1.2866  0.0466  -0.0605  -0.155
O  6.854  4.5119  -3.9844  -0.0612  0.0104  -0.2074
O  4.7455  5.1318  -5.3866  0.0176  -0.0252  -0.1033
O  5.9383  5.2538  -1.571  0.0766  -0.0208  -0.1933
O  3.8581  6.7507  -0.6886  0.0136  -0.0064  -0.1092
O  9.3222  6.9424  -0.0442  0.0373  -0.0189  -0.1238
O  0.0749  6.1253  20.5431  0.0299  0.0582  0.1679
O  0.1513  5.3576  15.2361  -0.0002  0.0079  0.0715
O  3.89  1.9076  16.2323  -0.0293  0.0291  0.1524
O  1.8123  0.0691  20.0501  0.0367  -0.1175  0.1197
O  2.9431  7.9852  15.2717  -0.0259  0.0328  0.0647
O  0.9474  9.1781  16.2095  -0.0535  -0.0138  0.1629
O  3.0945  3.6877  18.1098  0.0223  0.0609  0.1222
O  1.1929  8.4216  20.7378  0.0212  0.0112  0.0466
O  4.6254  6.2175  16.341  0.0312  -0.0392  0.1659
O  12.6  3.321  15.9344  0.0279  -0.0542  0.1306
O  6.5804  4.5617  16.0333  -0.0321  0.0374  0.1503
O  9.6185  0.6599  16.0393  0.0088  -0.0206  0.1451
O  5.4992  10.9402  15.2916  -0.0009  0.0068  0.0744
O  7.5922  9.7922  16.2427  0.0286  -0.0036  0.1606
O  5.7172  4.7116  18.4394  -0.008  -0.0311  0.1786
O  9.7281  7.4591  16.0299  -0.0106  0.0397  0.1538
O  -0.3818  1.4636  19.3145  -0.0132  -0.0088  0.0533
O  5.3688  8.7512  23.2079  0.0116  0.0284  0.0775
O  -3.206  18.3287  23.5779  0.0119  -0.0451  0.053
O  -1.3073  7.9801  21.6205  0.001  -0.0057  0.1014
O  5.1432  4.623  21.0186  -0.0477  -0.0166  0.1199
O  1.7998  1.4422  17.8101  -0.0625  -0.0729  0.1221
O  0.7511  10.3384  22.3631  -0.0491  0.0329  0.1432
O  3.2751  9.5493  21.7915  0.0702  -0.0012  0.0636
O  8.2107  12.3085  20.7907  -0.0368  0.0327  0.1156
O  8.2019  13.5717  15.2266  -0.0157  0.0105  0.052
O  -1.0892  -1.4005  17.6511  0.0104  0.0115  0.1269
O  -1.6876  3.1826  22.471  0.046  0.0365  0.1424
O  1.3495  11.802  24.3276  0.0209  0.0328  0.0502
O  1.4544  6.582  25.4587  -0.0079  -0.0367  0.0719
O  5.0092  3.2456  24.5241  -0.0249  -0.0448  0.0783
O  8.0888  8.3728  19.4014  -0.0051  0.0601  0.1073
O  8.2484  11.4053  18.3209  -0.0042  0.0487  0.1464
O  2.7175  16.0532  20.3498  0.064  0.0805  0.1464
O  17.841  6.2663  20.0848  -0.0149  -0.0126  0.0937
O  3.038  7.8452  23.8075  -0.0016  -0.013  0.1104
O  11.3261  7.3455  18.1246  0.0031  -0.0261  0.0924
O  19.5075  0.074  26.7045  -0.0178  0.0079  -0.0073
O  1.7167  13.6241  20.0924  -0.0046  -0.0184  0.0923
O  6.6235  13.597  22.5371  -0.056  -0.0035  0.137
O  9.2008  19.4697  25.8191  0.0179  -0.0012  0.0011
O  7.5144  14.6652  20.3171  0.0282  -0.0305  0.1341
O  0.6864  7.0522  22.9834  0.0505  -0.0139  0.1605
O  -3.9372  6.798  17.4988  0.0501  0.0704  0.1216
O  4.1107  7.0103  21.5977  0.0093  0.0668  0.0663
O  -1.3475  -0.6615  20.3725  0.0131  -0.046  0.0846
O  7.8886  13.9301  24.7583  -0.0022  -0.01  0.0835
O  7.4416  9.3934  21.8245  -0.0734  -0.0038  0.1481
O  3.4325  4.7847  22.9176  -0.0213  -0.0496  0.1701
O  14.2378  7.752  26.7224  0.0201  0.0152  -0.0102
O  7.8372  6.3397  25.9557  -0.0036  0.0022  0.0634
O  9.1729  6.0036  18.6174  -0.0269  0.0038  0.0639
O  0.7604  15.6227  18.5698  0.0127  0.0088  0.075
O  2.644  10.2854  27.244  0.0039  0.005  -0.0327
O  0.4657  -4.1879  29.7992  -0.0271  -0.0253  -0.0531
O  12.3245  12.7475  26.6736  0.0052  0.0161  0.0224
O  -3.5022  9.9161  24.4753  0.0087  0.0407  0.0808
O  0.9718  20.0011  24.6792  0.0149  0.0151  0.1025
O  -1.0371  21.5918  24.3427  -0.0477  0.0102  0.0553
O  11.2944  12.825  30.3926  0.0045  -0.0105  -0.0889
O  19.6673  10.8312  29.4083  0.0368  0.0224  -0.1398
O  13.8202  13.1039  31.4103  -0.0468  0.0743  -0.1445
O  13.2378  3.3316  24.7422  -0.031  -0.0139  0.0447
O  9.755  15.5845  28.8816  0.0131  -0.0171  -0.0552
O  9.237  16.0948  24.0942  0.038  0.0153  0.0504
O  6.7063  4.7895  30.7156  0.0149  -0.0282  -0.1549
O  -1.372  7.1095  27.9177  0.0112  0.004  -0.0415
O  2.1818  10.789  32.0388  -0.0131  0.0284  -0.0887
O  2.3953  12.0998  29.0002  0.0054  -0.0391  -0.1015
O  7.2266  14.8392  28.4185  0.0051  -0.0097  -0.0657
O  -4.2444  15.9911  23.85  -0.0016  0.0169  0.0284
O  10.617  2.9821  24.7927  0.0289  0.0223  0.0718
O  8.7054  13.7079  30.3725  -0.0365  0.0231  -0.0849
O  6.8434  10.25  33.913  -0.0069  0.0326  -0.1775
O  9.4256  11.724  31.8165  0.0167  -0.0052  -0.0491
O  3.022  17.1466  30.083  0.0211  -0.0318  -0.0533
O  10.9835  10.9993  27.9656  0.0202  -0.0162  -0.0244
O  -3.6969  19.238  27.4859  -0.0044  0.0305  -0.0414
O  5.4089  8.3139  34.9363  -0.0552  -0.0562  -0.114
O  2.8607  12.5367  33.9924  0.0309  -0.0546  -0.1075
O  -3.952  21.7705  31.3598  0.0743  0.0396  -0.1297
O  14.7172  27.1818  25.4355  0.0192  0.0247  0.0483
O  2.5304  5.433  27.6635  -0.0361  -0.0157  -0.0412
O  13.0885  19.4029  29.0351  0.0045  0.0475  -0.084
O  10.4156  14.4464  32.1182  -0.0525  -0.0442  -0.1147
O  4.775  8.8868  28.4643  -0.0144  0.0264  -0.0189
O  3.7151  17.693  33.6009  -0.0347  -0.0621  -0.0687
O  9.253  23.9748  27.9728  0  -0.003  -0.0678
O  8.7073  9.0639  31.517  0.012  -0.0144  -0.0527
O  5.26  8.9015  32.3845  0.0266  0.0334  -0.0824
O  -2.4557  5.8172  35.1215  0.0244  0.037  -0.0972
O  -2.0338  6.6632  30.4159  0.0477  -0.0419  -0.0867
O  2.0627  14.6979  29.5949  -0.0016  0.0505  -0.0709
O  4.582  15.1897  29.085  -0.0094  -0.0284  -0.0439
O  0.6845  9.3515  33.7135  0.0473  0.0144  -0.1304
O  0.0271  10.2586  36.0709  0.0112  -0.0629  -0.168
O  4.7534  11.4814  32.5826  -0.0137  0.0335  -0.0628
O  -3.1602  8.7468  36.1106  -0.0512  0.0401  -0.146
O  3.1786  9.2433  33.7686  -0.0506  0.0266  -0.0568
O  7.0635  6.8228  32.263  0.0457  0.0252  -0.0745
O  7.7428  3.3513  35.8861  -0.0426  0.0658  -0.1737
O  1.8484  19.0533  31.602  -0.0175  -0.1094  -0.184
O  10.2437  7.7865  35.1558  -0.0311  -0.0201  -0.0897
O  5.9601  17.2398  28.601  -0.0106  -0.0238  -0.0582
O  1.9492  5.0961  32.4047  -0.0147  0.0121  -0.0767

Results
free energy: -163110.303 eV
free energy less fixed offsets of O -570.45, Si -639.56 eV per atom: -1.423 eV

The program warned: the cutoff lies below the one the program advises for these potential files; the forces do not sum to zero within the program's tolerance; empty levels may hold ghost states of the PAW files; the exchange-correlation potential is rough where the density is thin.
